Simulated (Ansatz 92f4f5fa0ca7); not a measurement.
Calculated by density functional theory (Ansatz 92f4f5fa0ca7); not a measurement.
Periodic cell of 237 atoms, Si147O90, from a study of silicon, its oxide and their interface. The atomic structure is a simulated model.
Doubt: the cutoff is far below the 930 eV that the study's wrapper takes by default for these files, so forces and energies are approximate.
This geometry differs little from another in the collection (a relaxation step or a small displacement).

Settings: functional PBE; potential files Ansatz PAW; basis plane waves; wave-function cutoff 580 eV; density cutoff ratio 5; exchange-correlation grid ratio 1; k mesh 1 x 1 x 1, Gamma-centred; self-consistency stop 5e-08 eV per atom in the density residual; occupations fixed; spin none; net charge 0.

Cell vectors (angstrom)
a, 11.6015, 0, 0
b, 0, 10.938, 0
c, 0, 0, 32.9994

Atoms and the computed forces on them: element, x, y, z (angstrom), force x, y, z (eV/angstrom)
Si, 0.1211, -0.0028, 24.1983, -0.0114, 0.0374, 0.03
Si, 4.0792, 0.0561, 24.314, -0.1237, 0.083, -0.0277
Si, 7.7445, 0.0321, 24.3963, 0.074, 0.0749, 0.0023
Si, 2.0418, 1.371, 24.148, 0.0444, -0.0589, 0.0657
Si, 5.926, 1.513, 24.4858, 0.0247, -0.1035, 0.0115
Si, 9.7571, 1.3281, 24.1664, -0.0161, -0.0521, 0.0379
Si, 0.0054, 5.3487, 24.5441, 0.0369, 0.1386, -0.0371
Si, 3.8461, 5.4442, 24.1632, 0.0489, 0.0291, 0.055
Si, 8.0397, 5.5471, 24.1682, 0.0367, 0.0651, 0.0691
Si, 1.9128, 6.7681, 24.4426, 0.0457, -0.0972, -0.0096
Si, 5.9139, 6.6962, 24.1177, -0.0247, -0.0545, -0.0063
Si, 9.9222, 6.9699, 24.4432, -0.1148, -0.0881, -0.0199
Si, 2.0485, 2.6543, 26.2026, 0.0204, -0.0846, -0.0533
Si, 5.8909, 2.9033, 26.3209, 0.0195, -0.049, 0.0196
Si, 9.7017, 2.6579, 26.2053, -0.0264, -0.0805, -0.0637
Si, 0.0738, 3.9305, 26.3539, -0.0101, 0.0519, 0.0351
Si, 3.9016, 4.1418, 26.193, -0.0525, 0.0963, -0.0504
Si, 7.8715, 4.1869, 26.1877, 0.0017, 0.0874, -0.0608
Si, 1.9873, 8.2103, 26.3057, -0.0063, -0.0582, 0.0009
Si, 5.8773, 8.1157, 26.1497, -0.0039, -0.0665, -0.0104
Si, 9.7572, 8.3193, 26.325, 0.0099, -0.0863, -0.0225
Si, 0.0986, 9.6358, 26.2292, -0.0032, 0.0982, -0.0322
Si, 3.9458, 9.5377, 26.215, 0.0182, 0.0698, -0.0386
Si, 7.7785, 9.5666, 26.2959, -0.0351, 0.0786, -0.0172
Si, 0.052, 0.0326, 28.1702, 0.0081, -0.0664, 0.0268
Si, 3.9363, -0.0179, 28.1544, 0.0128, -0.038, 0.0121
Si, 7.7429, 0.0116, 28.197, 0.0105, -0.0435, 0.0115
Si, 2.01, 1.3419, 28.166, -0.0109, 0.0505, 0.0281
Si, 5.8394, 1.3977, 28.1653, -0.0215, 0.0245, 0.0108
Si, 9.6856, 1.3406, 28.1639, 0.0107, 0.0544, 0.0407
Si, 0.0449, 5.4524, 28.1796, 0.0029, -0.0426, -0.024
Si, 3.8955, 5.4794, 28.1519, 0.0225, -0.0608, 0.028
Si, 7.8011, 5.4953, 28.1587, -0.0299, -0.0504, 0.0243
Si, 1.969, 6.8236, 28.2014, -0.0155, 0.0332, 0.0108
Si, 5.8403, 6.8261, 28.1452, 0.0223, 0.0685, 0.0058
Si, 9.731, 6.8418, 28.1745, 0.0113, 0.0378, 0.0168
Si, 1.9336, 2.7345, 30.1001, 0.1331, -0.011, -0.1177
Si, 5.8008, 2.7345, 30.1001, -0.025, 0.0679, 0.1044
Si, 9.6679, 2.7345, 30.1001, 0.003, -0.0084, -0.1122
Si, 0, 4.1018, 30.1001, 0.0118, -0.054, 0.1376
Si, 3.8672, 4.1018, 30.1001, 0.0317, 0.0443, -0.1069
Si, 7.7343, 4.1018, 30.1001, 0.0744, 0.0398, -0.1339
Si, 1.9336, 8.2035, 30.1001, -0.0146, 0.0336, 0.1649
Si, 5.8008, 8.2035, 30.1001, 0.0276, -0.0525, -0.1139
Si, 9.6679, 8.2035, 30.1001, 0.1012, 0.0444, 0.0528
Si, 0, 9.5708, 30.1001, 0.0431, 0.0529, -0.0894
Si, 3.8672, 9.5708, 30.1001, 0.115, -0.0432, -0.0295
Si, 7.7343, 9.5708, 30.1001, -0.0522, -0.0507, 0.1322
Si, 0, 0, 32.0337, -0.0102, 0.0174, -0.0305
Si, 3.8672, 0, 32.0337, 0.0037, 0.0444, -0.0167
Si, 7.7343, 0, 32.0337, 0.0111, 0.0224, 0.0295
Si, 1.9336, 1.3673, 32.0337, -0.0055, -0.0617, 0.0037
Si, 5.8008, 1.3673, 32.0337, 0.0105, -0.055, 0.032
Si, 9.6679, 1.3673, 32.0337, -0.0069, -0.084, 0.0084
Si, 0, 5.469, 32.0337, 0.0101, 0.0299, 0.0363
Si, 3.8672, 5.469, 32.0337, -0.0076, 0.0239, -0.0433
Si, 7.7343, 5.469, 32.0337, -0.0118, 0.0875, 0.0193
Si, 1.9336, 6.8362, 32.0337, 0.0065, 0.0129, 0.0101
Si, 5.8008, 6.8362, 32.0337, -0.0105, -0.0698, -0.0249
Si, 9.6679, 6.8362, 32.0337, -0.0045, -0.0233, 0.0023
Si, 1.9336, 2.7345, 0.9679, -0.0715, 0.0432, 0.1079
Si, 5.8008, 2.7345, 0.9679, -0.0843, -0.0158, 0.1039
Si, 9.6679, 2.7345, 0.9679, 0.0129, 0.0343, 0.1068
Si, 0, 4.1018, 0.9679, -0.1059, 0.0487, 0.0769
Si, 3.8672, 4.1018, 0.9679, 0.0571, -0.0362, -0.2201
Si, 7.7343, 4.1018, 0.9679, -0.0617, -0.0752, 0.0915
Si, 1.9336, 8.2035, 0.9679, -0.0879, -0.0378, 0.0024
Si, 5.8008, 8.2035, 0.9679, 0.0851, 0.0272, -0.0448
Si, 9.6679, 8.2035, 0.9679, -0.096, -0.0679, 0.093
Si, 0, 9.5708, 0.9679, -0.0107, 0.0202, -0.0804
Si, 3.8672, 9.5708, 0.9679, -0.0635, -0.0231, 0.0944
Si, 7.7343, 9.5708, 0.9679, -0.0638, 0.0362, 0.0805
Si, -0.0494, 0.0021, 2.8901, 0.0136, -0.0548, 0.006
Si, 3.7981, 0.0085, 2.9021, 0.0173, -0.052, 0.0006
Si, 7.6883, 0.0347, 2.8929, -0.0026, -0.064, -0.0296
Si, 1.886, 1.3725, 2.9141, -0.0344, 0.0507, -0.0087
Si, 5.743, 1.3593, 2.9164, -0.0214, 0.0699, -0.0116
Si, 9.6192, 1.3636, 2.9139, 0.0035, 0.0684, -0.01
Si, -0.0695, 5.4671, 2.9209, 0.0002, -0.0874, -0.0157
Si, 3.85, 5.5064, 2.8459, -0.0086, -0.0482, -0.0052
Si, 7.6867, 5.4276, 2.9362, 0.0146, -0.0513, 0.0268
Si, 1.8877, 6.7971, 2.8764, 0.0059, 0.0621, -0.0205
Si, 5.7877, 6.845, 2.9033, -0.0073, 0.0509, -0.0071
Si, 9.5907, 6.8229, 2.9088, -0.0121, 0.0643, 0
Si, 1.9037, 2.8198, 4.8081, 0.0626, -0.0804, -0.0133
Si, 5.6984, 2.7027, 4.8743, 0.0119, -0.0579, 0.0427
Si, 9.5938, 2.6384, 4.92, 0.0461, -0.0841, 0.0111
Si, -0.0923, 4.0254, 4.8177, -0.0534, 0.0835, 0.0129
Si, 3.843, 4.158, 4.7502, 0.0108, 0.0676, 0.0204
Si, 7.6569, 4.0412, 4.9025, -0.0117, 0.099, 0.0053
Si, 1.8511, 8.0941, 4.8301, 0.0365, -0.084, 0.02
Si, 5.7415, 8.3501, 4.7443, 0.0585, -0.0597, 0.0022
Si, 9.5083, 8.2254, 4.8227, 0.0193, -0.0841, 0.0002
Si, -0.0778, 9.4463, 4.7258, -0.0171, 0.0543, 0.0156
Si, 3.7545, 9.5668, 4.8285, -0.0547, 0.0746, 0.0101
Si, 7.6648, 9.7018, 4.873, -0.0205, 0.0858, 0.034
Si, 0.0583, -0.1342, 6.6035, -0.0322, 0.1446, -0.016
Si, 3.6902, -0.0402, 6.8097, 0.0849, 0.1098, 0.0154
Si, 7.6043, 0.0819, 6.9199, 0.0252, 0.0793, -0.0346
Si, 1.8496, 1.3784, 6.648, -0.0414, -0.1537, -0.0529
Si, 5.6457, 1.4108, 6.9217, 0.0006, -0.0778, -0.046
Si, 9.7228, 1.2118, 6.8993, -0.031, -0.113, -0.0365
Si, -0.2893, 5.3502, 6.7423, 0.0994, 0.072, -0.0237
Si, 3.8525, 5.5777, 6.6394, 0.0427, 0.074, -0.0457
Si, 7.4391, 5.5126, 6.7867, 0.0806, 0.0492, 0.012
Si, 1.7717, 6.6537, 6.7905, -0.0846, -0.059, 0.0116
Si, 5.7001, 7.0778, 6.6734, -0.09, -0.0903, 0.0017
Si, 9.501, 6.7745, 6.6976, -0.08, -0.0617, -0.0498
O, 5.6329, 2.3842, 8.2894, -0.003, 0.0745, 0.0348
O, 10.0694, 2.0672, 8.2796, 0.0315, 0.0953, 0.0395
O, 7.3925, 10.0916, 8.2846, -0.024, -0.0634, 0.0227
O, 3.2432, 9.9547, 8.1438, -0.0449, -0.0389, -0.0038
O, 10.6688, 4.6292, 8.1254, -0.0572, -0.0622, 0.0297
O, 5.8024, 7.941, 8.1136, 0.0291, 0.0502, 0.0049
O, 4.22, 4.5865, 7.9201, 0.0131, -0.0291, -0.0076
O, 0.5272, 9.9045, 7.9332, 0.0286, -0.046, 0.0034
O, 1.6923, 1.9386, 8.2059, 0.001, 0.0333, 0.0641
O, 9.8935, 7.5725, 8.1034, 0.0306, 0.0334, 0.0142
O, 1.8885, 7.6136, 8.1345, 0.0155, 0.0517, -0.0068
O, 7.6641, 1.7908, 11.5123, -0.0049, 0.0035, -0.0211
O, 9.8305, 2.2896, 22.7968, 0.0077, 0.0749, -0.0445
O, -0.2928, 4.529, 23.1038, -0.0304, -0.0168, 0.0122
O, 10.4552, 7.7465, 23.0395, 0.0533, 0.0024, 0.0179
O, 1.6111, 7.7751, 23.1501, -0.0386, 0.0188, 0.0163
O, 11.7927, 10.01, 22.8051, 0.0017, -0.0754, -0.0236
O, 8.5918, 4.6165, 22.8845, 0.0252, -0.0429, -0.0359
O, 5.8641, 7.7138, 22.8019, 0.0011, 0.0665, -0.0057
O, 7.3301, 9.937, 23.1447, -0.0683, -0.02, 0.0093
O, 1.8781, 2.4207, 22.8468, 0.0124, 0.0755, -0.0606
O, 3.509, 4.5526, 22.788, -0.0226, -0.051, -0.0419
O, 4.5732, -0.8806, 23.0053, 0.0515, -0.0131, 0.02
O, 6.0446, 13.3446, 23.0756, -0.0207, 0.0354, -0.0765
Si, -1.0674, 6.7519, 12.1235, 0.0121, 0.0037, 0.0108
Si, -3.0168, 8.7218, 13.5298, 0.0027, -0.0027, -0.0092
Si, 5.5467, 3.99, 8.668, 0.0019, -0.0309, -0.0114
Si, 6.2857, 1.5923, 12.3846, 0.0002, 0.0007, 0.0114
Si, 5.6054, 13.4249, 21.5104, -0.055, 0.0266, 0.0183
Si, 4.119, 14.4667, 11.1841, 0.0087, -0.0174, 0.0232
Si, 21.1542, 7.7524, 9.6777, -0.0145, 0.0052, 0.0372
Si, -7.0044, 17.5377, 18.6127, -0.0034, -0.0019, 0.0063
Si, 11.8585, 8.4079, 22.4826, -0.0089, 0.0514, 0.0083
Si, 6.4996, 3.8197, 14.3523, -0.0078, -0.0111, -0.0037
Si, -4.9811, 4.8989, 19.8155, 0.0271, -0.0081, -0.0175
Si, 9.9841, 14.8107, 22.383, -0.0216, -0.0336, 0.0183
Si, 2.117, 4.9069, 19.229, -0.0259, 0.0405, -0.0003
Si, 1.8513, -1.7546, 8.5801, 0.0125, -0.011, -0.0255
Si, 5.978, 10.7831, 19.9044, 0.0051, 0.0146, -0.0167
Si, 5.9546, -1.6248, 22.4994, 0.0183, -0.051, 0.0266
Si, 11.8003, 0.7501, 11.9879, -0.0091, -0.0169, 0.0086
Si, 0.0097, 7.2686, 19.634, -0.0087, 0.0052, -0.0129
Si, -2.2229, 4.4181, 13.8645, 0.0194, -0.0033, -0.0071
Si, -7.9649, -5.9668, 13.8259, 0.0079, -0.0094, -0.0154
Si, 4.2833, -1.1795, 17.8526, -0.0004, -0.0074, 0.0036
Si, 7.0012, 7.5083, 15.8536, 0.0034, 0.0051, -0.014
Si, 2.8238, 3.3604, 21.8881, 0.0024, -0.0294, 0.0345
Si, 6.2124, 4.8684, 17.0226, 0.0022, -0.0182, 0.0136
Si, -1.9038, 5.1208, 19.6657, 0.0082, 0.0187, -0.0137
Si, 1.5906, 13.2568, 9.7786, 0.001, 0.0003, 0.003
Si, -4.5676, 10.1889, 17.221, 0.0051, 0.0071, 0.0076
Si, 9.2061, 2.3524, 11.6058, 0.002, -0.0061, 0.0132
Si, 5.9837, 9.4485, 11.9973, 0.0043, 0.0139, 0.0384
Si, -2.101, 10.6803, 15.628, -0.0054, -0.0169, -0.0098
Si, -1.1082, 3.3808, 9.162, -0.002, -0.0332, -0.0373
Si, 2.102, -1.4148, 15.7913, 0.0018, -0.0123, -0.0002
Si, 6.7218, -2.0842, 9.1158, 0.0214, 0.0093, -0.036
Si, 12.0962, 12.1803, 15.003, -0.0009, -0.0058, -0.0349
Si, 13.3283, 3.9321, 16.2705, 0.0104, 0.0208, -0.0026
Si, 4.2879, 7.9491, 14.1446, 0.0143, 0.0046, -0.0104
Si, -1.0579, -5.7112, 16.6168, -0.0116, -0.0062, 0.017
Si, -12.0224, 8.2283, 16.8051, 0.0169, -0.0164, 0.0216
Si, 0.3535, 8.868, 11.1199, -0.0018, 0.001, 0.0524
O, -5.5343, 3.9605, 21.0057, -0.0134, -0.0287, 0.0297
O, -12.843, 6.8494, 16.4906, 0.0072, 0.0037, -0.0078
O, -0.0206, 8.2953, 18.3817, 0.0006, -0.0046, -0.0023
O, -8.1609, 17.5214, 13.864, 0.0004, 0.0043, -0.0052
O, -10.4647, 2.4585, 15.8804, 0.0022, -0.0045, 0.0065
O, 13.8667, 14.941, 17.8456, -0.0036, -0.0079, -0.0228
O, 5.2326, 4.6954, 13.8806, 0.0145, 0.0018, -0.0033
O, 5.8888, 0.0351, 12.5453, -0.0033, -0.0087, -0.0159
O, 5.2649, 4.2834, 10.2609, -0.0003, 0.0169, 0.0093
O, 0.2919, 10.0731, 12.2239, 0.0037, 0.0058, -0.0192
O, 7.7683, 4.7154, 13.8289, -0.0013, 0.0026, -0.0093
O, 4.9302, 2.2703, 11.806, 0.0069, -0.0076, -0.0156
O, 9.3879, 3.439, 10.3765, -0.0151, 0.0013, -0.0054
O, 1.6722, 9.1334, 10.1962, -0.0017, -0.0034, 0.0069
O, -11.1623, 7.3654, 11.8221, -0.0187, -0.0068, -0.0201
O, 2.0615, 14.8966, 20.5681, 0.0022, 0.0114, -0.0076
O, 6.0816, 9.5073, 20.9027, -0.0025, 0.0316, -0.0386
O, 10.2435, 4.0181, 20.7651, 0.0046, 0.0071, -0.0123
O, 0.4888, 8.1607, 20.8951, -0.0023, -0.0163, -0.0417
O, 8.077, 7.6847, 14.6636, -0.0084, -0.0072, 0.0079
O, -2.5458, -0.7793, 14.1416, 0.0044, 0.0032, 0.004
O, -1.0603, 0.9914, 15.4862, 0.0024, 0.0047, 0.0076
O, 0.9809, 8.3439, 15.9667, 0.0031, 0.0064, -0.0081
O, 0.5208, 5.0133, 16.2873, 0.0007, -0.0022, -0.0055
O, 6.3099, 3.6629, 15.9566, -0.0009, 0.0068, -0.0045
O, -1.2246, 5.4657, 13.0944, -0.0096, -0.0146, -0.0042
O, -1.0392, 8.9286, 10.2218, 0.0064, -0.0016, -0.0317
O, -1.7412, 8.022, 12.8657, -0.0079, 0.0131, -0.004
O, 9.8311, -4.4802, 10.6635, 0.0144, 0.0007, -0.0209
O, -5.7625, 6.3267, 19.6428, -0.0188, 0.0006, 0.0167
O, -1.8385, 4.3833, 15.4511, -0.0002, -0.001, 0.001
O, 4.7962, 5.6827, 17.2493, 0.012, -0.0143, -0.0191
O, 12.903, 1.0992, 10.8254, -0.0081, -0.0201, -0.0245
O, -1.3793, 9.4877, 16.4656, -0.0028, 0.008, 0.0041
O, 1.3868, -0.0823, 15.2409, 0.0028, 0.0029, -0.0008
O, -2.0651, 13.9414, 13.073, 0.002, 0.0134, 0.0066
O, 6.9661, 4.6861, 8.1906, -0.0279, -0.0153, -0.0091
O, 5.4402, 10.3075, 16.7986, 0.0084, 0.0033, -0.0013
O, 14.9141, 5.9945, 19.3782, -0.0153, -0.0038, 0.0071
O, 2.8039, 9.9192, 17.2208, -0.0044, 0.0057, 0.002
O, 6.5387, 4.0824, 18.4055, -0.0136, 0.0118, -0.0169
O, 7.9539, 8.0177, 9.7699, 0.0392, -0.023, -0.0314
O, 7.3545, 8.6004, 17.0102, -0.0045, -0.0017, 0.0056
O, 4.4941, 10.685, 19.191, 0.0093, -0.0059, 0.0005
O, 10.1499, 6.6591, 19.9696, 0.0042, -0.0059, 0.0029
O, 2.819, 4.31, 15.0927, -0.0101, -0.0053, 0.0061
O, 3.2484, 9.0332, 14.759, -0.0034, 0.0024, -0.0042
O, 3.9926, 2.3619, 21.3364, 0.0716, 0.0136, 0.0421
O, 0.8206, 5.8958, 19.2363, 0.0253, -0.0247, 0.0153
O, 3.2864, -6.5714, 12.3342, -0.0077, 0.0163, 0.0069
O, 10.2918, 1.1362, 11.4609, 0.008, 0.0062, -0.0246
O, 6.5586, 2.283, 13.836, 0.0024, 0.0185, 0.0138
O, 2.9874, 3.0136, 10.1584, 0.009, 0.0073, -0.0291
O, 4.4827, 19.1093, 18.2461, -0.0054, 0.0226, 0.0026
O, 6.2484, 1.2642, 20.6535, -0.0095, -0.0357, 0.0102
O, 7.4621, 19.8563, 12.3936, 0.0077, -0.0048, -0.009
O, -1.567, 4.6992, 18.1006, 0.0084, -0.0014, -0.0237
O, 7.1575, 10.6134, 18.7876, 0.002, -0.0076, -0.0083
O, -3.4947, 0.1617, 16.3905, 0.0064, 0.0037, 0.0003
O, -6.7477, 8.5371, 12.7321, -0.0101, -0.012, -0.0067
O, 8.1469, 5.2549, 20.0405, -0.0143, -0.0018, 0.0162
O, -4.3545, 16.9878, 16.5482, -0.0042, 0.0079, 0.0019
O, -5.7917, -1.5653, 10.3721, -0.0178, 0.007, -0.004
O, -6.0957, -3.2569, 15.209, 0.0045, 0.0032, 0.0028
O, 12.1404, 12.4712, 13.3882, 0.0026, 0.0162, 0.0251
O, 11.93, 14.2657, 9.935, 0.0014, 0.0177, -0.0224

Results
free energy: -144631.034 eV
free energy less fixed offsets of O -568.88, Si -635.61 eV per atom: 2.836 eV

The program warned: the cutoff lies below the one the program advises for these potential files; the exchange-correlation potential is rough where the density is thin.
